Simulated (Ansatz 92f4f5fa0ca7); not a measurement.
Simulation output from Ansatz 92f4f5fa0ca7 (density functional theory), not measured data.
Periodic cell of 226 atoms, Si132O92As2, from a study of silicon, its oxide and their interface. The atomic structure is a simulated model.
Doubt: the cutoff is far below the 930 eV that the study's wrapper takes by default for these files, so forces and energies are approximate.

Settings
functional: PBE
potential files: Ansatz PAW
basis: plane waves
wave-function cutoff: 580 eV
density cutoff ratio: 5
exchange-correlation grid ratio: 1
k mesh: 1 x 1 x 1, Gamma-centred
self-consistency stop: 5e-08 eV per atom in the density residual
occupations: fixed
spin: none
net charge: 0

Cell vectors (angstrom)
a 10.938 0 0
b 0 10.938 0
c 0 0 31.9494

Atoms and the computed forces on them: element, x, y, z (angstrom), force x, y, z (eV/angstrom)
Si 10.6232 0.0026 24.429 0.0094 0.0181 -0.0458
Si 5.0772 0.1288 24.6709 -0.0091 0.0053 -0.014
Si 2.8259 2.2954 24.5445 -0.0054 -0.012 -0.0426
Si 8.5674 2.4361 24.5792 0.0111 -0.0052 -0.023
Si 10.7114 5.5925 24.3422 -0.0274 -0.0187 -0.0059
Si 5.1573 5.6157 24.4601 -0.0181 0.0138 -0.0477
Si 2.9885 7.9552 24.4199 0.0072 0.0014 0.0002
Si 8.4216 7.8349 24.4306 0.0019 -0.0297 -0.034
Si 1.2921 1.1314 25.8453 0.0245 0.0011 0.0505
Si 6.8127 1.329 25.7554 0.0276 0 -0.0206
Si 3.9874 4.0124 25.7441 0.0044 0.0189 -0.007
Si 9.688 4.0269 25.8567 0.027 0.0112 0.0148
Si 1.3385 6.7943 25.6821 0.0262 0.015 -0.0261
Si 6.8053 6.7231 25.7557 0.0148 0.0145 0.031
Si 4.0003 9.4729 25.9628 0.0071 -0.0019 0.0291
Si 9.4835 9.4435 25.8145 0.0135 0.0067 -0.0087
Si 2.6357 -0.13 27.3023 -0.0434 -0.0251 0.0232
Si 8.1453 -0.0625 27.1566 -0.072 -0.0404 0.0045
Si 0.0831 2.6633 27.214 0.0176 0.0136 0.0126
Si 5.4567 2.7298 27.1225 0.0251 0.0111 -0.019
Si 2.6716 5.4216 27.1193 -0.036 -0.0495 -0.0256
Si 8.1963 5.3753 27.1416 -0.0278 -0.023 -0.024
Si 0.0174 8.1586 27.1388 -0.0204 -0.0104 -0.0239
Si 5.5152 8.1475 27.1839 0.007 0.0095 0.0014
Si 4.0918 1.3417 28.4994 -0.0662 -0.0697 0.053
Si 9.5435 1.3286 28.5032 0.0277 0.0507 0.0458
Si 1.3968 4.0726 28.5777 -0.1048 -0.0008 -0.078
Si 6.8136 4.0674 28.5349 -0.003 0.0073 -0.0203
Si 4.0841 6.7801 28.485 0.0227 0.0813 0.0702
Si 9.5624 6.7887 28.4798 -0.043 0.0087 0.0837
Si 1.2849 9.4764 28.6472 0.0988 0.0839 -0.2158
Si 6.8276 9.5376 28.5767 -0.0175 0.0044 -0.0792
Si -0.0335 -0.0046 29.9179 0.0063 0.0789 0.0401
Si 5.4588 -0.0027 29.8979 0.0123 0.0289 0.0222
Si 2.7658 2.719 29.9084 0.0171 -0.0782 0.0215
Si 8.1968 2.7187 29.8881 0.0473 -0.0097 0.0213
Si -0.0084 5.4562 29.892 0.0444 0.0349 0.0062
Si 5.4599 5.4578 29.8902 0.0146 0.0127 0.0113
Si 2.7483 8.1638 29.9069 0.0741 -0.0463 0.0426
Si 8.2254 8.1796 29.8928 0.0458 -0.054 0.0004
Si 1.3673 1.3673 31.2657 0.0285 0.0058 -0.096
Si 6.8362 1.3673 31.2657 0.0432 -0.0321 -0.0272
Si 4.1018 4.1018 31.2657 0.1095 -0.0555 0.0963
Si 9.5708 4.1018 31.2657 -0.1017 -0.1471 -0.081
Si 1.3673 6.8362 31.2657 0.0174 -0.2038 0.0286
Si 6.8362 6.8362 31.2657 0.0348 -0.0381 -0.1276
Si 4.1018 9.5708 31.2657 -0.066 -0.1269 -0.0521
Si 9.5708 9.5708 31.2657 -0.1928 -0.1543 0.1606
Si 2.7345 0 0.6835 0.0193 0.1089 -0.0094
Si 8.2035 0 0.6835 -0.0647 0.0664 -0.1852
Si 0 2.7345 0.6835 0.0831 0.0247 -0.1176
Si 5.469 2.7345 0.6835 -0.0565 0.1059 0.1186
Si 2.7345 5.469 0.6835 -0.1059 -0.0257 -0.1121
Si 8.2035 5.469 0.6835 -0.105 0.0399 -0.1201
Si 0 8.2035 0.6835 0.0106 0.1208 0.0387
Si 5.469 8.2035 0.6835 -0.0303 0.1688 -0.0695
Si 4.0881 1.3837 2.0713 0.0168 0.0166 0.0365
Si 9.5842 1.356 2.0315 0.1124 -0.0306 -0.0329
Si 1.3619 4.1159 2.0429 -0.1427 0.0117 -0.0065
Si 6.8193 4.1378 2.0481 -0.0854 0.0324 -0.0558
Si 4.0836 6.8487 2.0349 -0.0024 0.0589 -0.0359
Si 9.5587 6.843 2.0396 0.0561 0.0212 0.0647
Si 1.3528 9.6097 2.046 -0.0439 0.0128 -0.0125
Si 6.796 9.6378 2.0299 -0.1223 -0.0896 0.0026
Si 0.0264 0.0474 3.4576 -0.1308 0.0256 -0.0863
Si 5.459 0.0448 3.4715 -0.0025 -0.0348 -0.0309
Si 2.6973 2.7608 3.4221 -0.0076 -0.03 0.051
Si 8.2321 2.7618 3.3171 -0.0791 -0.0525 0.1901
Si -0.0158 5.4721 3.4211 0.1391 -0.0786 -0.158
Si 5.4373 5.5199 3.4234 0.0553 -0.0418 0.0059
Si 2.7339 8.259 3.3695 0.0924 -0.0955 0.0655
Si 8.176 8.2711 3.3192 -0.0458 0.0976 0.0631
Si 1.3226 1.4628 4.8644 0.3019 -0.0389 0.0107
Si 6.9107 1.4619 4.7442 0.0576 0.004 0.0367
Si 4.05 4.1519 4.7775 0.0308 -0.0604 0.0582
Si 9.5559 4.0689 4.7518 0.0913 0.1133 -0.0118
Si 1.3925 6.8627 4.6963 -0.4165 0.1285 0.0425
Si 6.7829 7.0018 4.7082 0.0463 0.0722 0
Si 4.0635 9.5827 4.8089 -0.1191 0.2306 0.0139
Si 9.5039 9.6232 4.7068 0.1448 -0.4477 -0.0139
Si 2.7351 0.0721 6.1664 0.0051 -0.0171 -0.0287
Si 8.3006 0.1052 6.1353 0.0052 0.065 -0.1243
Si -0.0241 2.8365 6.2854 -0.1174 -0.0215 0.015
Si 5.524 2.8323 6.0927 -0.0482 0.0273 0.0467
Si 2.7388 5.6055 6.1526 0.0104 0.0072 -0.1229
Si 8.1623 5.5638 5.9013 -0.0457 -0.0159 0.1282
As -0.0395 8.227 6.0948 -0.0191 0.0922 -0.0283
Si 5.4835 8.3362 6.2271 0.06 -0.0343 -0.0265
Si 4.4191 1.1957 7.3503 -0.1452 -0.0563 -0.0723
Si 9.7773 1.2365 7.6384 0.2452 0.0878 0.2401
Si 1.1511 4.5226 7.4848 0.0428 0.0495 0.0605
Si 6.5856 4.5808 7.2909 0.0185 0.022 -0.2014
Si 4.2717 6.7837 7.5337 -0.0459 0.0429 0.2267
Si 9.6426 6.5848 7.3825 0.2596 -0.031 -0.1455
As 1.3225 9.9596 7.996 -0.477 -0.3649 0.0701
Si 6.7192 9.9695 7.4591 -0.1005 0.0284 0.0271
O 9.5839 1.2424 23.9894 -0.0131 -0.0075 0.0227
O 4.1071 6.8081 23.9544 0.0055 -0.0235 0.0144
O 4.0143 1.2432 24.0342 0.0042 0.0083 0.0247
O 9.542 6.708 23.9058 0.0071 0.004 0.0107
O -0.0471 5.619 7.8986 0.1031 -0.1633 0.1192
O 5.5593 0.1299 7.9279 0.0486 0.0138 0.0306
O 0.077 0.4187 8.3917 -0.1677 0.2233 -0.2302
O 5.4629 5.666 7.8465 -0.0549 -0.0012 0.1061
O 7.5457 4.1984 8.5581 0.0009 -0.0275 -0.0512
O 8.8023 7.1258 8.6918 -0.0848 0.0974 -0.0145
O 2.638 9.8513 9.3192 0.3661 0.0794 0.3421
O 8.7159 1.7992 8.8072 0.0037 0.0014 -0.0572
O 7.5969 9.4798 8.7738 -0.0129 -0.0002 -0.0186
O 3.6193 1.9177 8.5814 0.0096 -0.004 0.0282
O 3.5373 7.3375 8.9352 0.1265 -0.1389 -0.2123
O 2.0085 4.045 8.828 -0.0709 0.0672 -0.0868
O 8.1358 3.4928 23.3796 0.0114 -0.0042 0.0244
O 0.4528 4.9416 22.9571 0.0016 0.0073 0.0182
O 1.9083 2.7559 23.259 0.0133 -0.0182 0.0364
O 5.8247 4.91 23.123 -0.0028 0.0043 0.0274
O 5.5336 9.9987 23.5087 -0.0343 0.0135 0.0574
O 2.4475 8.6973 23.0391 0.0049 -0.0013 0.0191
O 0.1873 10.0711 23.0936 0.0009 -0.0051 0.0306
O 7.7965 8.5775 23.0865 0.0055 -0.0003 0.0242
Si 8.6768 7.6865 18.4686 0.0057 -0.0035 -0.0198
Si 8.8416 6.3539 13.6535 0.0089 0.0183 0.0031
Si 3.8255 1.5312 14.7426 -0.0162 -0.002 -0.0141
Si 2.1623 5.7426 17.6517 0.0015 0.0058 -0.0188
Si 2.425 3.1387 19.5069 0.0071 -0.0009 -0.03
Si 9.8817 9.026 12.094 0.0263 0.0273 0.0121
Si 1.3343 9.4231 22.0934 -0.0009 -0.0095 -0.0348
Si 9.2284 0.9597 13.2288 0.0089 -0.0052 -0.0281
Si 1.4401 5.0519 13.0373 0.0167 0.023 0.0011
Si 1.8618 8.2495 12.8417 0.036 0.0236 -0.1027
Si 6.6611 9.5551 22.4395 0.0048 -0.0108 -0.0476
Si 4.5528 4.5869 15.7412 -0.0004 -0.0042 -0.0107
Si 8.1519 3.1167 9.5903 0.0464 -0.0522 0.0541
Si 0.8573 8.2402 19.2827 0.0027 -0.011 -0.0224
Si 6.9612 1.3495 21.1066 -0.0046 0.0041 -0.03
Si 8.3021 8.3272 9.6876 0.0219 0.0599 0.1229
Si 10.9233 5.1992 15.6269 0.0044 0.0055 -0.0225
Si 7.6014 9.5055 16.3649 0.0097 0.0003 -0.0102
Si 9.9401 2.0592 20.3155 0.0025 -0.0008 -0.0313
Si 3.4035 8.5901 10.021 -0.2344 0.3884 -0.0704
Si 6.72 3.333 17.4326 0.0019 0.0012 -0.0175
Si 1.173 0.2076 19.8181 0.0052 -0.0043 -0.0227
Si 3.2303 2.8067 12.3117 0.0069 -0.0104 -0.0334
Si 7.2313 5.3834 19.7028 0.0046 0.0014 -0.0281
Si 5.9291 8.6263 11.6286 -0.087 0.0079 -0.0651
Si 5.8444 6.0555 13.2656 -0.0073 0.0256 -0.0152
Si 4.6585 9.7029 17.6549 -0.003 -0.0047 -0.0178
Si 1.027 3.6032 22.1875 -0.0001 -0.0017 -0.036
Si 4.9091 1.4808 18.8189 -0.0028 -0.0016 -0.0175
Si 3.1617 3.1364 9.5356 0.0514 -0.0416 0.0213
Si 6.5137 10.8285 13.8291 0.0153 0.0058 -0.0036
Si 10.386 0.1163 16.0093 0.0098 -0.0018 -0.0102
Si 5.6339 3.6845 11.1778 -0.0127 -0.0155 -0.0074
Si 9.8715 3.8877 11.9178 0.0115 -0.0164 0.0305
Si 2.3756 9.9161 15.5794 0.0043 -0.002 -0.0241
Si 6.0922 8.1105 19.8237 0.002 -0.0034 -0.0294
Si 6.9352 3.9723 22.3908 0.002 -0.0071 -0.0301
Si 9.7799 2.7787 17.3886 0.0041 0.0042 -0.0225
O 7.2604 6.3453 14.0303 -0.0006 -0.0065 0.001
O 1.9014 7.0534 18.6999 0.0009 0.0046 0.0137
O 10.3135 4.0376 16.5474 -0.0051 -0.0123 0.0134
O 6.1957 9.9643 17.0983 0.0006 0.0043 0.0057
O 10.1978 0.7004 14.504 0.0006 0.0011 0.0063
O 8.4602 6.1033 18.8759 -0.0015 -0.0037 0.0113
O 5.2075 0.6869 14.4289 0.0161 -0.0038 0
O 5.7381 2.043 17.5404 0.0016 -0.004 0.0116
O 8.3547 1.9451 20.5631 0.0009 -0.0048 0.0148
O 1.999 4.2931 18.4193 0.0061 -0.015 0.0162
O 6.925 2.8303 10.6402 -0.0296 0.032 0.0221
O 4.8634 2.6993 12.2212 0.0196 0.003 0.0147
O 6.0569 4.3797 16.3724 0.0083 -0.0039 0.0128
O 4.5151 3.991 9.9866 0.0068 0.0057 -0.0201
O 10.6967 2.7717 21.5753 0.0043 0.0031 0.0213
O 9.7716 6.169 14.9921 0.0038 -0.0022 0.0096
O 6.0194 6.4746 19.8529 0.0018 -0.0021 0.0117
O 4.0937 0.1658 18.3045 0.0059 0.0043 0.0091
O 9.3147 10.5424 12.3137 0.0012 -0.0131 -0.0074
O 2.8719 4.3506 12.7362 0.0037 0.0066 0.0095
O 1.9174 10.704 21.226 0.0008 -0.0037 0.0217
O 4.0041 2.7215 19.3941 0.0022 -0.0011 0.0107
O 0.7652 10.0419 16.0015 -0.0058 0.0006 0.0108
O 1.2843 9.7992 18.8546 0.0032 0.0051 0.011
O 1.7233 1.66 19.2874 0.0008 -0.0039 0.0102
O 8.9775 10.3908 16.5442 0.0015 0.0008 0.002
O 4.8916 8.5749 18.8167 0.0125 -0.0082 0.017
O 9.654 8.7694 10.4921 0.0014 -0.0033 -0.0736
O 6.7652 4.07 18.8815 0.0049 0.0042 0.0155
O 2.8555 1.7063 13.4244 0.0049 0.0012 0.0116
O 5.8379 8.7618 21.2849 0.0061 0.0092 0.027
O 2.5262 2.4672 10.886 -0.0177 -0.0024 0.0064
O 7.6273 4.8481 21.1934 0.002 -0.0073 0.0248
O 5.3247 7.4864 12.6456 0.0212 -0.0194 0.0307
O 0.5072 9.0609 12.4846 -0.0333 -0.0005 -0.013
O 7.642 1.0678 13.6255 -0.007 0.0042 0.0107
O 7.1479 9.6435 14.7963 0.0051 0.0021 -0.0052
O 9.0206 5.0246 12.7176 0.0033 -0.003 -0.0003
O 8.1147 8.0354 16.943 0.0057 -0.0035 0.0178
O 6.2192 2.5721 21.9142 0.0049 0.001 0.0116
O 2.4887 9.052 14.1551 0.0167 0.0095 0.0365
O 0.452 4.486 11.8644 0.0099 0.0041 0.0066
O 0.8251 8.313 20.9532 0.0047 0.008 0.0218
O 9.3925 3.8139 10.3693 -0.007 0.0135 -0.0126
O 9.7056 2.3759 12.5514 0.0067 0.0195 0.003
O 7.6401 8.5481 19.4247 -0.0031 0.001 0.0131
O 2.7048 8.1817 11.4443 0.0291 -0.0475 0.1427
O 4.0047 3.0485 15.3923 0.009 0.0036 0.0031
O 0.8495 4.481 14.4465 -0.0011 -0.0017 0.0139
O 10.0671 3.0061 18.981 0.0042 -0.0059 0.0207
O 9.2105 7.799 12.9654 0.0009 -0.0104 -0.0054
O 10.5204 0.5382 20.0901 -0.0004 -0.0003 0.01
O 6.0465 5.0396 11.9843 0.0054 0.004 0.0016
O 8.1799 2.7352 17.0353 0.0044 -0.0003 0.0112
O 3.5658 5.4655 16.7646 0.0006 0.0018 0.0061
O 4.907 9.0451 10.4328 0.1596 -0.067 0.0767
O 1.5563 6.6719 13.1831 0.0008 -0.0415 0.0202
O 4.794 5.487 14.3871 -0.0034 -0.0017 0.0096
O 2.0538 3.8521 20.9343 -0.0023 0.0023 0.0241
O 10.5832 1.4148 16.9815 0.0056 0.0049 0.0076
O 0.9869 6.0661 16.5652 0.01 0.0018 0.0153
O 7.3501 10.9486 21.9446 0.0051 -0.0074 0.0188
O 5.9395 0.9082 19.9361 0.0113 -0.0034 0.0191
O 6.2051 10.02 12.4404 0.0262 0.0041 0.0252
O 2.8917 0.5341 15.6215 0.0075 0.0091 0.0072
O 7.2205 7.9428 10.8614 0.026 -0.0035 -0.0192
O 10.2623 8.0014 18.7114 0.0094 0.0001 0.0116
O 3.4745 9.1885 16.6105 0.0178 -0.0034 0.0167

Results
free energy: -145947.153 eV
free energy less fixed offsets of As -4856.12, O -568.88, Si -635.61 eV per atom: 2.567 eV

The program warned: the cutoff lies below the one the program advises for these potential files; the exchange-correlation potential is rough where the density is thin.
